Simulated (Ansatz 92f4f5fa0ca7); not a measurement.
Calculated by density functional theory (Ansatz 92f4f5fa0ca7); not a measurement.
Periodic cell of 212 atoms, Si132O80, from a study of silicon, its oxide and their interface. The atomic structure is a simulated model.
Doubt: the cutoff is far below the 930 eV that the study's wrapper takes by default for these files, so forces and energies are approximate.
This geometry differs little from another in the collection (a relaxation step or a small displacement).

Settings
functional: PBE
potential files: Ansatz PAW
basis: plane waves
wave-function cutoff: 580 eV
density cutoff ratio: 5
exchange-correlation grid ratio: 1
k mesh: 1 x 1 x 1, Gamma-centred
self-consistency stop: 5e-08 eV per atom in the density residual
occupations: fixed
spin: none
net charge: 0

Cell vectors (angstrom)
a 10.938 0 0
b 0 10.938 0
c 0 0 31.1518

Atoms and the computed forces on them: element, x, y, z (angstrom), force x, y, z (eV/angstrom)
Si -0.4983 0.3035 23.7821 0.0063 0.0045 -0.0012
Si 6.1409 -0.4348 23.569 0.0013 -0.0014 -0.0043
Si 2.2393 3.2499 23.8563 -0.0042 0.0112 -0.0005
Si 8.804 2.1654 23.8909 0.0012 -0.0028 -0.0094
Si 0.4289 4.8634 23.9806 0.0092 -0.0175 -0.0089
Si 5.0856 6.0009 23.6245 0.0025 0.006 -0.0013
Si 3.3116 7.7263 23.748 -0.009 -0.0177 -0.0106
Si 7.9014 8.7485 23.7513 -0.0075 -0.0066 -0.0031
Si 1.3673 1.3118 24.9042 -0.0057 -0.0056 0.0031
Si 6.907 1.3041 24.9886 -0.0065 0.0025 0.0078
Si 4.1435 4.1762 24.9067 -0.0058 -0.0015 0.0043
Si 9.5946 3.9804 25.1642 -0.0052 0.002 0.0102
Si 1.4432 6.7975 24.9497 0.0017 0.0126 0.0149
Si 6.871 6.9042 24.8985 0.0017 -0.0007 0.001
Si 4.2745 9.5689 24.8619 0.0033 0.0124 0.0092
Si 9.5355 9.6171 25.1946 0.0006 0.0006 0.0018
Si 2.7963 -0.0416 26.2605 -0.0001 0.0007 -0.0033
Si 8.1733 0.0236 26.4906 0.0001 0.0004 -0.0093
Si 0.073 2.6358 26.4398 0.0089 0.008 -0.0152
Si 5.4825 2.7332 26.2827 0.0033 -0.0004 -0.0032
Si 2.7665 5.4524 26.387 0.0066 0.0057 -0.0197
Si 8.1859 5.4799 26.3274 -0.0002 -0.0004 -0.0033
Si 0.0443 8.1653 26.3426 0.0027 -0.0028 -0.0064
Si 5.5165 8.2044 26.3654 0.0006 -0.0037 -0.0094
Si 4.1018 1.3673 27.7335 0.0254 0.0144 -0.6595
Si 9.5708 1.3673 27.7335 0.0952 -0.0253 0.8666
Si 1.3673 4.1018 27.7335 0.3034 -0.1842 0.2526
Si 6.8362 4.1018 27.7335 -0.1267 0.0028 -0.3965
Si 4.1018 6.8362 27.7335 0.1439 0.1524 0.0568
Si 9.5708 6.8362 27.7335 0.0638 -0.0887 -0.3025
Si 1.3673 9.5708 27.7335 0.3337 -0.0355 -0.4736
Si 6.8362 9.5708 27.7335 -0.2118 -0.1814 0.681
Si 0 0 29.1008 -0.1218 0.0564 0.0286
Si 5.469 0 29.1008 0.0018 -0.0971 0.0267
Si 2.7345 2.7345 29.1008 -0.0256 0.1001 0.0268
Si 8.2035 2.7345 29.1008 0.1484 0.0414 0.0205
Si 0 5.469 29.1008 -0.0725 -0.0533 -0.0166
Si 5.469 5.469 29.1008 -0.0419 0.0296 0.0046
Si 2.7345 8.2035 29.1008 0.0621 0.0605 0.0078
Si 8.2035 8.2035 29.1008 -0.0414 0.09 0.0149
Si 1.3673 1.3673 30.468 0.0235 -0.0497 -0.0006
Si 6.8362 1.3673 30.468 -0.0298 0.0361 -0.0463
Si 4.1018 4.1018 30.468 0.0345 -0.0407 0.0128
Si 9.5708 4.1018 30.468 -0.0124 0.0116 -0.0117
Si 1.3673 6.8362 30.468 0.011 0.0028 -0.0409
Si 6.8362 6.8362 30.468 0.0639 -0.0532 -0.0049
Si 4.1018 9.5708 30.468 -0.0622 0.0193 -0.0158
Si 9.5708 9.5708 30.468 0.0936 -0.0898 0.0011
Si 2.7345 0 0.6835 0.0393 -0.0219 0.0333
Si 8.2035 0 0.6835 -0.0406 0.0538 0.0093
Si 0 2.7345 0.6835 -0.0787 0.0421 -0.0175
Si 5.469 2.7345 0.6835 0.053 -0.034 0.0202
Si 2.7345 5.469 0.6835 -0.0405 0.0149 0.0186
Si 8.2035 5.469 0.6835 0.028 0.0143 0.0383
Si 0 8.2035 0.6835 -0.013 -0.0082 0.0246
Si 5.469 8.2035 0.6835 -0.0645 0.0989 -0.0252
Si 4.1018 1.3673 2.0507 -0.0349 0.0331 -0.0328
Si 9.5708 1.3673 2.0507 0.1812 0.0361 -0.0301
Si 1.3673 4.1018 2.0507 0.008 -0.0648 0.0119
Si 6.8362 4.1018 2.0507 -0.0512 -0.0175 -0.0002
Si 4.1018 6.8362 2.0507 0.1016 0.0171 -0.0155
Si 9.5708 6.8362 2.0507 -0.0108 0.0265 0.0015
Si 1.3673 9.5708 2.0507 -0.1268 -0.0762 -0.0004
Si 6.8362 9.5708 2.0507 0.0301 -0.145 -0.0316
Si 0 0 3.418 -0.1017 0.1847 -0.5099
Si 5.469 0 3.418 -0.1243 0.1793 0.5408
Si 2.7345 2.7345 3.418 0.1315 -0.1259 -0.3784
Si 8.2035 2.7345 3.418 0.0503 0.1081 0.5773
Si 0 5.469 3.418 -0.1068 -0.0114 0.3144
Si 5.469 5.469 3.418 -0.0558 0.0064 -0.3303
Si 2.7345 8.2035 3.418 -0.0839 -0.0895 0.4046
Si 8.2035 8.2035 3.418 -0.2633 0.0639 -0.6234
Si 1.3805 1.3529 4.7393 0.0165 0.0103 0.016
Si 6.8049 1.4172 4.8589 -0.0132 -0.0031 0.0094
Si 4.0722 4.1251 4.7491 -0.0098 0.0033 0.0132
Si 9.5758 4.1276 4.864 -0.0135 -0.0103 0.0042
Si 1.3535 6.8155 4.8322 0.0024 0.0036 -0.0106
Si 6.8302 6.8457 4.7392 0.0002 -0.0176 -0.0003
Si 4.0575 9.5902 4.8379 0.0142 0.0058 0.0101
Si 9.471 9.6558 4.6919 0.0166 0.0083 -0.0062
Si 2.6895 0.0421 6.2344 -0.0021 -0.019 -0.0154
Si 8.1354 -0.0146 6.2115 -0.0147 0.0177 -0.0128
Si 0.0637 2.6961 6.1479 -0.0045 0.0017 -0.0045
Si 5.4593 2.8823 6.2046 0.0337 -0.0354 -0.0634
Si 2.6582 5.332 6.2191 0.0226 -0.0004 0.0101
Si 8.2001 5.5828 6.2212 0.0326 0.0215 -0.0177
Si -0.0864 8.3117 5.986 -0.0318 -0.0013 0.0265
Si 5.4006 8.1282 6.1175 -0.0447 0.013 -0.0048
Si 3.7646 1.795 7.4207 -0.0017 0.0008 0.0214
Si 10.006 0.9418 7.3192 0.0108 -0.0102 -0.0002
Si 1.8513 3.4397 7.5481 -0.0216 -0.0062 -0.0069
Si 6.3317 4.7954 7.4159 0.0151 -0.0047 0.2838
Si 4.4368 6.3318 7.3538 0.0127 0.0301 0.0096
Si 9.0281 7.5624 7.2849 -0.0194 0.0302 -0.1461
Si 0.7247 10.0927 7.2882 0.0122 0.0172 0.0033
Si 7.1277 9.0769 7.3727 0.007 -0.0221 -0.0041
O 0.6857 9.5072 8.8619 -0.0293 -0.0342 0.0062
O 1.2659 3.6158 9.0918 -0.001 0.0039 0.0026
O 9.7273 1.4113 8.9008 0.0003 0.0014 -0.0008
O 6.6056 9.2005 8.9521 -0.0017 0.0026 -0.0008
O 4.5224 1.1806 8.7796 -0.0073 0.002 -0.007
O 3.846 6.5977 8.8892 -0.01 -0.0044 -0.0067
O 6.714 4.8708 9.0788 0.0243 0.0031 -0.1787
O 9.5051 7.6832 8.8866 0.0586 0.0235 0.1079
O 2.2691 3.2293 22.1591 0.0005 -0.0022 -0.0022
O 5.9996 11.0742 21.9909 -0.0004 -0.0002 0.0014
O 8.4234 2.6938 22.3743 -0.0002 -0.0008 0.0035
O 0.01 4.6755 22.3431 -0.0039 0.0028 0.0002
O 8.7037 8.4773 22.2992 0.0021 0.0023 0.0026
O 2.8648 8.1938 22.2057 0.0014 0.0013 0.0028
O 5.6309 5.7099 22.0673 -0.0015 -0.0007 -0.0015
O 10.5724 10.4484 22.2965 -0.0021 -0.0023 -0.0004
Si 1.337 4.3675 21.4097 0.0003 -0.0013 0.0028
Si 1.4763 3.711 15.6732 -0.0025 -0.0014 -0.0024
Si 8.7467 0.7108 10.0007 -0.0073 0.0299 0.0138
Si 6.1821 0.8387 20.5237 -0.0017 0.0002 0.0002
Si 0.3149 13.3997 19.3434 -0.0015 -0.0006 -0.0011
Si 4.0504 6.7481 10.5005 0.012 -0.0128 -0.0212
Si 10.0697 9.0526 21.5762 0.0003 0.0005 -0.0008
Si 3.5977 7.5833 18.9889 -0.0015 0 -0.0012
Si 8.5946 5.4726 19.381 -0.0012 -0.0008 -0.0013
Si 5.0693 14.0859 19.0609 -0.0015 -0.0008 -0.0004
Si 0.1137 10.5962 14.5467 0.0006 0.006 0.0018
Si 6.0545 9.2334 10.4908 -0.0092 -0.0064 -0.0026
Si -2.5185 1.9666 12.9538 0.0129 0.0149 -0.0216
Si 4.7875 10.272 18.1181 -0.0012 0 -0.0004
Si 8.2341 0.1493 15.3345 -0.0016 0.0007 -0.0005
Si 6.0917 3.6361 14.0004 -0.0016 0.0048 -0.0029
Si 12.7383 7.3973 21.2516 -0.0008 0.0004 0.0002
Si -3.8014 8.715 16.6956 0.0013 -0.0039 -0.0055
Si 0.4512 2.3421 13.2057 -0.0129 0.0021 -0.0006
Si 5.8808 6.6321 14.8481 0.0098 -0.0055 -0.0099
Si 3.112 6.3796 16.2507 -0.002 -0.0013 0.0002
Si 6.9792 13.4009 16.5554 0.0004 -0.0009 -0.0045
Si 1.3752 3.7761 10.7109 -0.0023 -0.0069 0.0117
Si 7.8725 5.1083 10.1942 -0.292 0.2637 0.056
Si 1.0741 6.8236 11.5356 0.0002 -0.0119 0.0049
Si 7.4599 7.4733 12.3559 0.0133 -0.1498 -0.0724
Si 8.7758 2.5257 20.8064 -0.0006 0 -0.0009
Si 2.7385 12.7153 17.7702 -0.002 -0.0004 -0.0009
Si 5.6666 5.9054 20.4457 -0.0006 0.0001 0.0014
Si 5.6434 1.1847 9.9692 0.0147 0.0156 0.0048
Si 4.4686 3.7732 11.4799 -0.0222 0.0136 -0.0063
Si -0.6152 7.8766 13.6927 -0.0273 -0.007 0.002
Si -0.5814 8.8546 9.686 0.0183 0.057 -0.0184
Si -1.3028 3.8353 17.0607 -0.0018 -0.0016 -0.0021
Si 0.5504 8.3199 16.2772 -0.0024 -0.0017 -0.0016
Si -1.3782 8.2404 18.7781 -0.0017 0.0003 -0.0015
O 4.7364 3.6334 13.0906 0.0077 0.0029 0.0008
O 9.3151 -0.8581 10.092 0.004 -0.0157 -0.0108
O 1.8973 7.4386 16.2208 -0.0014 -0.0005 -0.0007
O 1.3533 3.3927 14.0758 0.0031 0.0004 0.003
O 8.1512 8.5067 17.968 -0.0021 0.0004 -0.0019
O 5.052 4.6173 19.6986 -0.0008 -0.0003 0.0001
O 0.8535 5.2709 11.1 -0.0093 0.0324 -0.0103
O 2.1181 5.7982 21.4504 -0.001 0.0012 0.0006
O -0.0078 4.2456 16.1589 -0.0016 -0.0004 0.0001
O 4.7206 5.3557 11.0801 -0.0356 -0.033 0.0053
O -1.3434 6.7709 19.5423 -0.0012 0.0003 0.0003
O 6.2503 7.3975 13.4518 0.0351 -0.0024 -0.0247
O 3.6358 3.0148 18.3231 -0.0009 -0.0003 0
O 5.7921 9.5816 17.0378 0.0004 -0.0014 -0.001
O 8.9115 7.3804 13.0702 -0.0458 0.0129 -0.0059
O 5.4258 2.6158 10.7682 -0.0085 -0.0086 0.0079
O 11.2483 7.9055 21.6748 -0.0011 0.0004 -0.0002
O 6.291 13.8461 17.9702 -0.0023 -0.0007 0.0015
O -3.6735 8.8739 11.5404 0.0034 -0.0182 0.0141
O 0.6388 2.6191 11.6073 0.0017 -0.0009 -0.0056
O 7.4377 11.831 16.5641 -0.0014 0.0004 0.0013
O -0.7116 2.7256 18.104 -0.0013 0 0.0005
O 5.9327 2.6679 15.3098 -0.0035 -0.0013 0.0021
O 10.2838 1.905 20.5444 -0.0016 -0.0002 0
O 4.7727 7.2116 20.0607 -0.0012 -0.0009 -0.0001
O 5.426 -0.2146 10.825 -0.0004 -0.0047 0.0008
O 5.1844 2.1206 20.331 -0.0013 -0.0006 -0.0003
O 9.8513 11.2623 15.4494 -0.0053 0.0002 0.0005
O -3.1273 11.6894 13.8763 -0.0026 -0.0026 0.0037
O 3.7227 6.5081 17.764 -0.001 -0.0004 -0.0002
O 9.1868 4.3377 10.1969 0.1708 -0.1148 0.0727
O 7.3833 6.2229 11.2648 0.1212 -0.0112 -0.041
O 0.9707 14.8155 19.8977 -0.0007 -0.0005 -0.0007
O 3.802 11.4753 17.5463 -0.0008 -0.0005 0.0003
O -3.0674 9.507 15.4635 0.0008 0.0016 0.0086
O 2.112 7.6134 19.6747 -0.0001 -0.0008 -0.0001
O 7.3203 3.1782 13.0079 -0.0156 -0.0023 0.0058
O 8.3816 3.2378 16.2038 0.001 -0.0003 0.0012
O -2.0215 16.0237 17.8243 -0.0012 -0.0003 0.0002
O 0.6512 7.0076 13.1072 0.0112 0.0036 -0.0207
O 8.7249 4.0582 20.2061 -0.0014 -0.0002 0.0004
O 7.1586 6.1002 19.8237 -0.0022 -0.0008 -0.0004
O -4.2435 7.2543 16.1202 -0.0011 0.0047 -0.0015
O 2.9404 3.4879 11.0841 0.03 0.0005 0.0055
O 2.5731 4.8781 15.9376 -0.0007 0.0003 -0.0001
O 4.2748 6.7236 15.1493 -0.0035 -0.0005 -0.0008
O 11.0558 7.9761 10.8604 0.0217 -0.052 0.0328
O 11.8101 11.7558 13.6816 0.0018 -0.0046 -0.0007
O 5.7427 10.7183 19.3648 -0.0016 -0.0005 -0.0004
O -0.1102 8.418 17.7592 -0.0019 -0.0002 0.0026
O 2.6516 7.1161 11.2517 -0.0497 -0.0037 0.0107
O -0.445 -1.4404 13.4543 -0.0032 -0.0007 -0.0063
O 1.9875 24.2062 16.4188 -0.0005 -0.0015 0.0007
O 7.7006 1.416 20.2432 -0.0016 0.0001 -0.0002
O 1.531 12.402 18.8653 -0.0005 -0.0005 -0.0003
O -4.559 5.1027 14.6335 -0.0096 0.0089 -0.0008
O -3.7318 1.0251 9.4407 -0.0077 -0.0056 -0.0035
O 9.7366 9.3302 19.995 -0.0009 -0.0013 -0.0008
O -5.9735 8.0619 10.7401 -0.0016 0.0196 0.0017
O 1.0103 9.7826 15.6553 0.0007 -0.0011 -0.0001
O -1.1283 2.56 13.5522 -0.0014 -0.0038 0.0033
O 3.7394 9.1251 18.5404 -0.0013 -0.0004 -0.0004
O -0.587 7.6354 15.3112 0.0003 -0.0016 -0.0005
O 8.7409 1.3569 11.4856 -0.0014 -0.0233 0.0054

Results
free energy: -129407.121 eV
free energy less fixed offsets of O -568.88, Si -635.61 eV per atom: 3.799 eV

The program warned: the cutoff lies below the one the program advises for these potential files; the exchange-correlation potential is rough where the density is thin.
